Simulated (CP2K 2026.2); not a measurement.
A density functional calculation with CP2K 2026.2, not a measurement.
Periodic cell of 432 atoms, Si324O108, from a study of silicon, its oxide and their interface. The atomic structure is a simulated model.
Doubt: the forces sum to 1.89 eV/angstrom along one axis rather than to zero, so they err by at least 0.0044 eV/angstrom per atom on average; the grid cutoff is modest.

Settings: functional PBE; method Gaussian and plane waves; basis set DZVP-MOLOPT-SR-GTH; pseudopotentials GTH-PBE; grid cutoff 350 Ry, relative cutoff 50 Ry; k points Gamma only; occupations fixed; spin none; net charge 0.

Cell vectors (angstrom)
a 16.32 0 0
b 0 16.32 0
c -0.0524 2.92 29.3177

Atoms and the computed forces on them: element, x, y, z (angstrom), force x, y, z (eV/angstrom)
Si 1.525 14.631 0.181 -0.064 0.273 0.705
Si 4.31 1.143 0.126 -0.133 0.044 0.734
Si 1.013 7.16 29.184 0.28 -0.068 0.734
Si 3.772 10.138 29.074 0.291 -0.373 0.675
Si 1.55 9.42 0.107 -0.278 0.071 0.722
Si 3.724 12.415 0.165 0.301 -0.065 0.682
Si 6.552 15.293 0.022 0.104 -0.2 0.767
Si 9.239 1.578 0.361 0.026 0.019 0.726
Si 7.061 3.773 0.139 -0.129 0.171 0.69
Si 9.372 7.055 0.122 0.073 -0.238 0.704
Si 7.255 9.37 0.079 -0.378 0.152 0.716
Si 9.682 11.93 0.214 0.013 0.214 0.716
Si 12.507 14.751 0.045 -0.224 0.149 0.796
Si 14.706 4.567 29.145 0.267 -0.393 0.635
Si 12.448 3.838 0.02 -0.181 0.202 0.702
Si 15.209 6.488 0.095 0.044 0.058 0.718
Si 11.899 9.77 0.059 0.269 -0.069 0.736
Si 14.726 12.559 0.138 0.045 -0.264 0.77
Si 2.709 16.285 1.367 0.001 -0.042 -0.048
Si 5.456 2.689 1.447 -0.004 -0.006 -0.07
Si 2.748 5.466 1.056 -0.003 0.044 -0.058
Si 5.461 8.24 1.161 0.04 0.012 -0.054
Si 2.652 10.895 1.531 0.009 -0.039 -0.01
Si 5.452 13.59 1.272 0.001 0.009 -0.067
Si 8.032 16.332 1.541 -0.016 -0.047 -0.045
Si 10.881 2.792 1.441 0.07 0.022 -0.022
Si 8.19 5.433 1.359 0.007 0.038 -0.061
Si 10.884 8.195 1.467 0.022 0.003 -0.05
Si 8.249 10.796 1.628 0.019 0.014 -0.012
Si 10.868 13.622 1.324 0.014 -0.005 -0.068
Si 13.684 16.351 1.267 0.013 0.051 -0.048
Si 16.299 2.717 1.28 -0.026 0.002 -0.043
Si 13.616 5.371 1.381 -0.01 -0.022 -0.041
Si 0.011 8.138 1.332 0.003 0.032 -0.008
Si 13.552 10.898 1.319 0.001 0.009 -0.038
Si 16.287 13.587 1.538 -0.051 0.004 -0.046
Si 1.344 1.37 2.662 0.015 0.005 -0.014
Si 4.035 4.144 2.594 -0.014 0.015 0.01
Si 1.432 6.767 2.618 0.002 -0.045 0.034
Si 4.145 9.523 2.694 0.01 -0.039 0.028
Si 1.285 12.205 2.874 0.004 0.014 0.029
Si 4.089 14.923 2.726 0.019 -0.02 0.023
Si 6.742 1.376 2.898 0.003 0.016 0.058
Si 9.547 4.153 2.791 -0.025 -0.012 0.022
Si 6.753 6.82 2.621 0 0.021 0.033
Si 9.575 9.455 2.946 0.01 -0.014 0.033
Si 6.792 12.26 2.72 -0.026 0.007 0
Si 9.499 14.943 2.726 0.012 0.009 0.006
Si 12.266 1.34 2.68 0.014 -0.012 0.031
Si 14.962 4.016 2.74 0.019 0.004 0.034
Si 12.276 6.785 2.715 0.008 -0.012 0.008
Si 14.928 9.505 2.661 0.007 0.007 -0.014
Si 12.223 12.26 2.735 -0.018 -0.007 0.022
Si 14.969 15.051 2.77 -0.031 0.002 0.041
Si 0.024 16.373 4.109 -0.016 -0.011 0.003
Si 2.703 2.76 4 0.017 0.005 -0.014
Si 0.042 5.428 4.021 -0.01 0.025 -0.028
Si 2.76 8.134 4.025 -0.023 0.012 -0.033
Si 16.246 10.818 4.129 -0.006 -0.019 0.009
Si 2.717 13.592 4.119 0.031 0.034 -0.018
Si 5.381 16.292 4.159 -0.006 -0.014 -0.013
Si 8.18 2.759 4.13 -0.001 -0.021 0
Si 5.407 5.463 4.01 0.025 0.006 -0.028
Si 8.108 8.094 4.123 -0.01 -0.014 -0.017
Si 5.451 10.891 4.087 -0.002 -0.004 0
Si 8.155 13.592 4.099 -0.002 -0.002 -0.007
Si 10.884 16.316 4.057 0.021 0.011 -0.027
Si 13.598 2.679 4.096 -0.003 0.009 -0.017
Si 10.907 5.482 4.128 -0.004 -0.017 0.003
Si 13.617 8.155 4.07 -0.014 0.015 -0.002
Si 10.924 10.903 4.173 0.014 0.008 -0.018
Si 13.592 13.633 4.084 -0.005 -0.007 -0.048
Si 1.356 15.002 16.24 -0.008 -0.016 0
Si 4.079 17.687 16.336 0.008 0.011 -0.006
Si 1.335 4.086 16.322 -0.011 -0.002 0.011
Si 4.065 6.812 16.334 -0.006 -0.011 0.027
Si 1.326 9.471 16.352 0.002 0.012 0.012
Si 4.053 12.215 16.244 -0.02 -0.027 0.046
Si 6.83 15 16.32 0.029 0.043 -0.013
Si 9.521 17.676 16.36 0.017 0.016 0.042
Si 6.788 4.033 16.272 0.017 0.013 0.011
Si 9.505 6.78 16.252 -0.003 0.029 0.013
Si 6.81 9.511 16.215 -0.02 -0.006 0.005
Si 9.545 12.25 16.344 0.011 0.026 0.007
Si 12.243 14.933 16.294 0.026 0.002 0.005
Si 14.94 17.68 16.363 0.009 -0.007 0.029
Si 12.299 4.102 16.34 -0.008 0.006 -0.011
Si 14.973 6.786 16.382 0.002 0.005 0.001
Si 12.257 9.553 16.264 0.009 -0.01 0.015
Si 14.987 12.267 16.32 -0.009 -0.014 0.027
Si 2.664 16.337 17.646 -0.011 0.001 -0.026
Si 5.445 2.724 17.697 0 0.025 0.007
Si 2.677 5.445 17.689 0.013 0.027 -0.017
Si 5.477 8.209 17.621 -0.017 0.003 -0.005
Si 2.711 10.853 17.635 0.014 -0.002 0.011
Si 5.402 13.604 17.549 0.023 0.037 0.007
Si 8.173 16.327 17.773 -0.063 -0.05 0.025
Si 10.942 2.735 17.66 -0.006 -0.014 -0.011
Si 8.159 5.382 17.59 0.006 -0.007 -0.018
Si 10.85 8.195 17.552 -0.008 0.013 -0.048
Si 8.159 10.818 17.601 0.004 -0.028 -0.025
Si 10.932 13.606 17.718 0.012 -0.028 -0.009
Si 13.588 16.245 17.689 0.021 0.006 -0.016
Si 16.278 2.77 17.717 -0.003 0.034 -0.018
Si 13.634 5.437 17.778 0.002 -0.022 0.026
Si -0.008 8.116 17.795 0.036 0.021 0.019
Si 13.634 10.875 17.653 0.003 0.008 -0.024
Si 0.037 13.688 17.636 -0.024 0 -0.006
Si 1.337 17.699 19.018 -0.017 -0.013 0.055
Si 4.088 4.103 19.009 -0.027 0.013 0.064
Si 1.338 6.725 19.183 -0.042 -0.04 0.047
Si 4.08 9.51 19.018 -0.012 -0.006 0
Si 1.402 12.312 18.935 0.037 -0.012 0.006
Si 3.985 14.92 18.932 -0.019 -0.061 0.062
Si 6.734 17.725 19.15 0.007 -0.075 -0.004
Si 9.564 4.102 18.981 0.011 0.018 0.019
Si 6.825 6.777 18.906 -0.007 0.014 0.031
Si 9.502 9.484 18.984 -0.009 0.003 0.081
Si 6.732 12.155 18.842 -0.05 -0.043 0.031
Si 9.609 14.919 19.142 -0.054 0.001 0.019
Si 12.243 17.625 19.021 -0.017 -0.003 0.008
Si 14.955 4.076 19.234 -0.006 -0.016 0.047
Si 12.188 6.886 18.937 -0.004 -0.028 0.043
Si 14.947 9.533 19.095 0.01 -0.026 0.073
Si 12.302 12.234 19.043 -0.001 -0.001 0.084
Si 15.001 14.963 19.096 -0.005 0.025 0.053
Si 16.117 16.599 20.405 0.044 -0.202 -0.774
Si 2.572 2.885 20.306 0.201 -0.12 -0.758
Si 0.313 5.085 20.62 -0.374 0.334 -0.713
Si 3.011 7.889 20.334 -0.158 0.109 -0.776
Si 16.21 11.17 20.233 0.023 -0.23 -0.684
Si 2.96 13.378 20.349 -0.183 0.087 -0.722
Si 5.615 15.885 20.267 -0.442 0.682 -0.24
Si 8.416 2.556 20.298 -0.21 0.121 -0.735
Si 5.257 5.707 20.265 0.047 -0.16 -0.765
Si 8.391 7.844 20.265 -0.024 0.136 -0.734
Si 5.195 11.146 20.27 -0.013 -0.166 -0.716
Si 7.814 13.727 20.147 0.605 -0.41 -0.325
Si 10.639 16.62 20.418 0.185 -0.271 -0.675
Si 13.781 2.376 20.403 -0.025 0.233 -0.724
Si 10.676 5.73 20.273 0.011 -0.144 -0.716
Si 13.217 8.463 20.311 0.248 -0.114 -0.792
Si 11.039 10.688 20.271 -0.103 0.176 -0.758
Si 13.938 13.301 20.383 -0.176 0.156 -0.723
Si 2.353 5.1 27.2 -0.084 0.03 0.223
Si 5.472 12.398 24.881 0.009 -0.002 -0.18
Si 4.002 2.646 23.012 -0.026 0.109 -0.08
Si 9.655 9.039 26.589 -0.016 0.014 -0.044
Si 3.649 10.07 25.986 0.079 0.08 0.165
Si 6.687 3.924 22.428 -0.049 -0.026 -0.115
Si 4.746 14.847 26.721 0.016 0.083 0.021
Si 6.347 14.262 22.681 -0.005 0.003 -0.309
Si 4.014 5.083 24.727 0.03 -0.121 0.046
Si 1.415 15 22.621 0.11 0.034 -0.108
Si 1.125 9.339 22.251 0.047 0.084 -0.117
Si 13.04 13.501 23.343 0.034 -0.017 -0.072
Si 14.302 9.471 25.372 -0.054 0.026 -0.049
Si 8.013 18.03 26.58 -0.008 0.066 0.073
Si 15.058 3.857 26.042 -0.079 0.237 0.157
Si 13.745 11.378 27.392 -0.055 0.024 0.058
Si 15.26 5.471 23.447 0.129 -0.199 -0.063
Si 8.259 11.065 24.623 -0.049 -0.059 -0.093
Si 12.087 4.453 25.33 0.07 0.139 0.027
Si 7.563 14.552 27.369 0.029 -0.148 0.167
Si 0.788 10.343 25.118 -0.002 0.015 -0.009
Si 6.817 4.392 25.382 -0.112 -0.082 -0.047
Si 8.292 15.559 24.802 0.143 -0.126 -0.032
Si 10.84 15.198 23.085 -0.048 -0.024 -0.01
Si 10.488 12.304 22.837 0.126 -0.034 -0.036
Si 5.02 7.922 24.477 0.068 -0.048 0.044
Si 14.751 8.203 22.823 -0.059 0.061 -0.07
Si 12.484 4.232 22.452 -0.002 -0.048 -0.151
Si 6.703 9.433 22.433 0.031 0.005 -0.123
Si 15.951 13.258 24.474 -0.021 0.056 -0.025
Si 10.62 2.775 27.401 0.112 -0.065 0.055
Si 2.912 16.735 24.885 -0.106 -0.042 -0.032
Si 7.142 7.194 26.601 -0.149 0.067 0.036
Si 0.952 18.55 26.677 0.163 0.001 0.001
Si 12.145 7.479 26.299 -0.043 -0.103 0.082
Si 15.969 13.683 27.363 0.008 0.001 0.115
Si 1.366 14.981 5.453 0.008 0.007 -0.003
Si 4.026 1.391 5.429 -0.018 -0.011 0.001
Si 1.364 4.08 5.418 0.007 -0.005 -0.015
Si 4.084 6.797 5.425 0.012 -0.001 -0.002
Si 1.367 9.475 5.411 0.011 -0.015 -0.007
Si 4.077 12.225 5.459 0 0.004 -0.003
Si 6.798 14.952 5.468 -0.004 -0.01 -0.007
Si 9.54 1.364 5.442 0 0.013 -0.003
Si 6.773 4.117 5.422 0.002 0.015 -0.014
Si 9.505 6.787 5.485 -0.007 0.014 0.007
Si 6.795 9.519 5.454 0.006 0.005 -0.006
Si 9.511 12.244 5.479 0.003 0.01 0.002
Si 12.225 14.968 5.449 0.001 -0.004 -0.004
Si 14.966 1.368 5.476 -0.004 -0.005 0.006
Si 12.254 4.073 5.443 0.007 -0.003 0.005
Si 14.997 6.788 5.4 -0.005 -0.005 -0.008
Si 12.28 9.512 5.474 -0.003 -0.001 0
Si 14.932 12.245 5.454 -0.012 0.002 -0.007
Si 2.703 16.346 6.817 -0.011 0.011 -0.001
Si 5.424 2.733 6.776 0.002 0.003 -0.007
Si 2.726 5.433 6.782 -0.001 0.005 0.008
Si 5.429 8.16 6.801 0 0.004 0.004
Si 2.705 10.857 6.789 0.004 0.006 -0.007
Si 5.44 13.587 6.818 0.004 -0.003 -0.005
Si 8.165 16.329 6.801 0.008 -0.014 -0.004
Si 10.891 2.722 6.808 0.003 -0.007 -0.005
Si 8.141 5.429 6.824 0.011 0 -0.002
Si 10.88 8.166 6.812 -0.024 0.015 0
Si 8.158 10.868 6.821 0.004 -0.006 -0.003
Si 10.871 13.614 6.819 -0.008 -0.002 -0.007
Si 13.599 16.314 6.811 0.015 0.003 0.002
Si 0.009 2.739 6.808 -0.015 -0.002 0.002
Si 13.624 5.442 6.778 -0.002 -0.013 -0.003
Si 0.014 8.136 6.79 0.019 -0.001 -0.009
Si 13.607 10.883 6.835 -0.006 -0.002 0.002
Si -0.002 13.603 6.794 0.007 0.001 -0.005
Si 1.347 1.372 8.179 0.005 -0.01 0.01
Si 4.079 4.081 8.153 0.001 -0.007 0.005
Si 1.367 6.784 8.151 -0.017 0.006 0.006
Si 4.068 9.513 8.161 -0.004 -0.008 0.004
Si 1.359 12.236 8.149 -0.001 -0.004 -0.007
Si 4.077 14.971 8.156 0.009 0.007 -0.009
Si 6.791 1.372 8.141 0.012 0.008 -0.012
Si 9.516 4.069 8.166 -0.028 -0.016 0.004
Si 6.793 6.808 8.168 0.014 0.007 0.009
Si 9.525 9.519 8.179 0.007 0.01 0.007
Si 6.797 12.23 8.175 -0.002 -0.003 0.005
Si 9.515 14.973 8.171 0.005 0.002 0.001
Si 12.248 1.364 8.167 -0.008 0.007 0.003
Si 14.966 4.093 8.162 0.013 0.005 0.004
Si 12.25 6.792 8.146 0.003 0.002 -0.012
Si 14.981 9.51 8.156 0.011 0.019 -0.001
Si 12.232 12.245 8.172 -0.006 -0.012 0.004
Si 14.961 14.955 8.166 -0.014 -0.013 0.004
Si -0.008 16.321 9.53 -0.006 0.013 0.004
Si 2.721 2.727 9.522 -0.002 -0.001 0.003
Si 0.006 5.444 9.522 0.004 0.002 -0.003
Si 2.712 8.15 9.514 0.003 0 -0.001
Si 0.005 10.879 9.516 0.005 -0.006 0.013
Si 2.718 13.602 9.511 -0.002 0 -0.003
Si 5.44 16.331 9.512 0.007 -0.009 -0.002
Si 8.154 2.711 9.519 0.005 -0.007 0.006
Si 5.437 5.438 9.518 0.002 0.002 0.003
Si 8.16 8.157 9.531 0.002 0.003 0.007
Si 5.431 10.872 9.524 0.004 0.004 -0.001
Si 8.159 13.602 9.52 -0.002 -0.004 0
Si 10.88 16.33 9.523 -0.001 -0.004 -0.001
Si 13.608 2.727 9.519 0.001 -0.005 -0.003
Si 10.885 5.437 9.513 -0.001 -0.002 0.001
Si 13.609 8.153 9.509 -0.009 0.004 0.002
Si 10.882 10.883 9.532 -0.017 0.007 0.007
Si 13.598 13.6 9.525 0.007 -0.007 0.001
Si 1.36 14.958 10.88 0.008 -0.006 -0.003
Si 4.08 1.365 10.879 0.002 0.005 0.001
Si 1.36 4.085 10.878 -0.006 0.001 -0.002
Si 4.069 6.791 10.872 -0.001 0.003 0.004
Si 1.358 9.515 10.873 0.004 0.006 -0.004
Si 4.077 12.244 10.878 0.012 -0.002 0.001
Si 6.8 14.967 10.869 0.01 -0.002 0
Si 9.518 1.359 10.884 -0.007 -0.007 0.002
Si 6.8 4.076 10.875 0 -0.001 -0.005
Si 9.528 6.795 10.883 -0.008 0.009 0.005
Si 6.794 9.518 10.884 0.001 0.005 0.004
Si 9.522 12.248 10.881 0.002 -0.001 0.006
Si 12.241 14.97 10.876 -0.012 0.007 -0.004
Si 14.958 1.367 10.887 -0.006 -0.007 0.011
Si 12.243 4.08 10.877 -0.001 -0.003 -0.003
Si 14.964 6.8 10.88 0.008 -0.007 -0.004
Si 12.252 9.514 10.871 0.004 0.005 -0.008
Si 14.959 12.235 10.877 -0.008 0 0
Si 2.721 16.323 12.238 -0.004 -0.008 0.006
Si 5.437 2.725 12.241 0.014 0.006 0.004
Si 2.711 5.439 12.242 0.001 -0.001 0
Si 5.427 8.147 12.227 -0.004 -0.013 -0.004
Si 2.713 10.877 12.226 0 -0.002 0
Si 5.444 13.61 12.23 0.009 0.013 0.003
Si 8.161 16.313 12.239 -0.005 -0.012 0.004
Si 10.886 2.717 12.237 -0.011 -0.001 0.002
Si 8.168 5.423 12.237 -0.003 -0.005 0.002
Si 10.897 8.159 12.236 0.007 0.004 -0.001
Si 8.16 10.887 12.232 -0.001 0.005 -0.002
Si 10.883 13.614 12.233 0.006 0.005 -0.004
Si 13.591 16.331 12.242 0.004 -0.002 -0.004
Si 0.003 2.731 12.238 0.016 0.01 -0.01
Si 13.608 5.434 12.237 -0.009 0.002 -0.007
Si 0.001 8.162 12.24 0.003 0.019 0.001
Si 13.608 10.868 12.237 -0.009 -0.012 0.003
Si -0.008 13.601 12.236 -0.01 -0.008 -0.002
Si 1.361 1.375 13.593 -0.015 0.007 -0.004
Si 4.066 4.079 13.602 -0.008 0.006 0.006
Si 1.352 6.799 13.601 -0.003 -0.007 -0.004
Si 4.063 9.506 13.58 -0.008 0.011 0.007
Si 1.343 12.224 13.585 0.012 -0.012 0.003
Si 4.087 14.967 13.596 0.014 -0.002 -0.005
Si 6.802 1.359 13.588 -0.006 -0.01 -0.009
Si 9.537 4.071 13.604 0.007 -0.004 0.004
Si 6.78 6.773 13.572 0.004 0.016 -0.006
Si 9.531 9.528 13.579 -0.007 -0.004 0.001
Si 6.814 12.26 13.59 0.002 0.001 -0.005
Si 9.53 14.964 13.606 -0.009 -0.006 -0.001
Si 12.237 1.365 13.613 -0.013 0.003 0.003
Si 14.963 4.08 13.607 0.009 -0.012 -0.004
Si 12.261 6.799 13.597 -0.007 -0.001 0.004
Si 14.965 9.512 13.61 -0.003 0.001 0.005
Si 12.248 12.247 13.571 0.002 -0.002 -0.004
Si 14.955 14.973 13.591 -0.009 0 -0.003
Si -0.025 16.362 14.942 0.001 0.011 -0.016
Si 2.711 2.724 14.974 0.005 -0.014 0.014
Si -0.01 5.449 14.969 -0.004 0.012 0.006
Si 2.705 8.155 14.963 0.012 0.011 0.016
Si 0.003 10.867 14.977 -0.008 -0.003 0.014
Si 2.702 13.596 14.915 0.004 0.017 -0.005
Si 5.446 16.334 14.962 0.016 -0.011 0.016
Si 8.18 2.692 14.948 -0.01 -0.014 0.006
Si 5.419 5.436 14.963 0.004 -0.002 0.019
Si 8.158 8.135 14.889 0.012 -0.011 -0.017
Si 5.434 10.881 14.899 0.026 0.005 -0.014
Si 8.176 13.61 14.975 -0.013 0.008 0.012
Si 10.876 16.328 14.977 -0.009 -0.015 0.004
Si 13.611 2.718 14.971 0.007 0.01 -0.002
Si 10.916 5.431 14.954 -0.009 -0.013 -0.001
Si 13.621 8.142 14.977 0.011 -0.002 0.006
Si 10.886 10.909 14.934 -0.009 0.006 0.014
Si 13.611 13.59 14.939 -0.004 0.005 0.007
O 0.347 13.971 23.239 -0.125 -0.274 -0.327
O 12.188 14.781 23.894 0.321 0.456 0.415
O 14.954 17.653 20.911 -0.113 -0.122 0.554
O 2.075 10.469 26.087 -0.141 0.314 0.262
O 4.155 6.806 20.788 -0.097 0.142 0.248
O 5.344 2.97 28.885 -0.066 -0.049 -0.218
O 15.071 12.194 20.815 0.167 -0.035 0.508
O 1.461 3.954 20.821 0.141 -0.082 0.455
O 4.481 11.132 25.072 -0.173 -0.008 -0.237
O 11.53 5.125 21.515 -0.101 -0.087 0.044
O 7.358 5.676 26.154 0.261 -0.298 -0.039
O 3.221 2.232 21.657 -0.162 -0.368 0.173
O 10.725 13.791 28.902 0.167 -0.119 -0.346
O 7.946 3.285 21.671 0.318 -0.159 0.273
O 6.879 15.002 19.769 0.108 0.088 -0.367
O 15.054 7.013 23.854 0.175 0.186 0.719
O 12.136 6.063 25.508 -0.115 0.083 -0.409
O 11.926 18.352 27.978 0.328 -0.094 -0.354
O 0.668 17.956 28.148 -0.535 -0.159 0.062
O 8.129 5.566 29.026 -0.068 -0.003 -0.43
O 14.294 10.118 28.235 0.003 -0.098 -0.001
O 12.124 9.581 20.796 -0.027 -0.113 0.286
O 15.453 14.998 28.117 0.069 0.329 -0.427
O 8.183 11.056 28.978 0.057 -0.24 -0.14
O 2.422 8.571 21.696 0.226 -0.054 0.382
O 2.609 11.268 28.928 -0.16 0.214 -0.379
O 3.456 4.072 23.586 -0.577 0.088 -0.059
O 5.2 4.291 25.513 -0.106 -0.245 0.236
O 7.249 17.773 27.976 0.147 -0.497 -0.046
O 0.209 11.773 24.668 0.016 0.093 -0.024
O 6.034 10.601 21.55 0.091 0.214 0.318
O 6.213 15.415 27.107 0.121 0.677 0.116
O 9.491 17.736 20.749 -0.126 -0.187 0.464
O -0.037 5.424 22.188 0.205 0.292 0.155
O 13.866 4.939 22.857 0.088 -0.015 0.084
O 5.479 8.66 23.129 -0.325 0.216 -0.227
O 7.574 8.42 21.538 0.028 -0.017 0.241
O 14.25 9.44 23.739 -0.347 0.308 -0.152
O 3.89 15.884 25.845 -0.073 0.21 -0.12
O 13.551 16.542 28.926 -0.007 0.182 -0.593
O 16.218 8.312 28.772 -0.127 -0.027 -0.561
O 7.527 3.124 26.027 -0.017 0.006 0.171
O 12.378 11.957 28.013 -0.486 0.063 -0.396
O 11.88 7.273 27.885 -0.494 0.231 -0.136
O 4.097 12.265 20.788 0.167 0.031 0.155
O 15.238 4.335 27.603 0.425 0.287 -0.122
O 1.849 17.551 25.79 -0.249 -0.22 0.17
O 1.326 9.571 23.813 0.296 -0.058 0.101
O 10.274 13.846 22.367 -0.476 0.119 -0.352
O 11.207 16.22 21.895 0.182 0.05 0.318
O 7.206 4.524 23.821 0.319 0.221 -0.019
O 8.592 15.322 28.357 0.113 0.485 -0.339
O 7.44 13.495 21.734 0.178 -0.659 0.425
O 11.691 4.001 23.831 -0.596 -0.421 0.172
O 5.58 2.769 22.675 0.06 -0.517 -0.114
O 5.464 15.363 21.836 -0.158 -0.064 0.264
O 16.268 14.078 25.833 0.329 0.37 -0.214
O 3.611 4.861 28.185 0.102 0.067 -0.29
O 7 11.93 25.153 0.25 0.337 0.58
O 8.361 14.423 25.964 0.425 -0.68 0.045
O 13.571 8.185 26.022 0.239 -0.129 0.124
O 9.901 3.621 28.542 -0.03 -0.236 -0.052
O 10.277 11.321 21.574 -0.688 0.023 0.142
O 13.676 7.755 21.712 -0.3 -0.301 0.248
O 14.356 13.227 24.209 -0.178 -0.313 0.18
O 7.766 16.941 25.433 -0.306 0.176 -0.403
O 13.488 3.761 25.736 -0.261 -0.522 -0.013
O 7.065 13.149 28.009 -0.024 -0.034 -0.321
O 14.834 12.549 27.419 -0.076 -0.011 0.179
O 4.225 9.901 27.508 0.187 -0.362 -0.097
O 1.452 6.291 27.851 0.079 -0.09 -0.383
O 4.62 6.418 24.064 0.122 -0.117 -0.492
O 9.518 6.772 20.817 -0.089 -0.115 0.508
O 10.08 9.505 28.079 0.286 0.107 0.106
O 13.389 13.875 21.801 -0.029 0.625 0.133
O 8.964 10.266 25.822 0.018 0.287 0.136
O 13.462 5.593 28.937 -0.064 0.041 -0.429
O 8.594 7.845 26.738 0.331 -0.251 -0.072
O 0.86 10.734 21.483 0.418 0.278 0.316
O 4.017 14.514 28.12 0.026 -0.286 -0.229
O 0.968 13.105 28.086 0.274 -0.15 -0.19
O 6.022 5.112 21.567 -0.138 0.331 0.412
O 6.398 7.26 28.046 -0.453 0.331 -0.17
O 9.604 17.989 26.845 0.285 -0.6 0.019
O 7.715 10.038 23.515 0.106 -0.176 0.111
O 16.105 8.481 21.988 0.018 -0.314 -0.451
O 9.403 11.993 23.972 -0.141 0.245 0.118
O 2.421 14.132 21.693 0.18 0.202 0.121
O 10.954 8.467 25.805 -0.017 0.09 -0.446
O 15.842 18.764 25.95 -0.187 -0.629 -0.198
O 10.957 3.844 26.269 -0.4 0.19 -0.098
O 1.632 3.682 26.934 0.144 0.098 0.135
O 2.878 5.571 25.753 -0.341 0.333 -0.321
O 3.816 17.804 24.094 0.227 -0.203 0.264
O 12.029 12.217 23.368 0.214 -0.728 0.345
O 15.88 9.528 25.797 0.047 -0.197 0.598
O 2.622 16.497 29.014 -0.016 -0.026 -0.497
O 3.787 8.655 25.213 -0.525 -0.453 0.079
O 9.726 15.774 24.094 0.146 0.174 0.328
O 0.589 16.058 21.72 -0.031 0.136 0.374
O 6.268 7.97 25.505 -0.049 0.496 -0.195
O 13.543 10.811 25.893 -0.201 0.453 -0.363
O 4.947 13.465 25.95 0.01 -0.164 0.276
O 2.187 15.766 23.812 -0.072 0 0.007
O 7.168 15.113 23.755 0.061 0.327 0.299
O 5.432 13.142 23.425 -0.514 -0.257 -0.081
O 12.898 2.864 21.694 -0.395 -0.436 0.218
O 15.703 4.757 24.833 0.212 0.214 0.118

Results
total energy: -82020.259 eV
total energy less fixed offsets of O -438.35, Si -107.03 eV per atom: -0.739 eV
